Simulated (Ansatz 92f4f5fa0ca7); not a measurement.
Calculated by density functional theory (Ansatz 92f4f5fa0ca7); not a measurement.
Periodic cell of 213 atoms, Si129O80As4, from a study of silicon, its oxide and their interface. The atomic structure is a simulated model.
Doubt: the cutoff is far below the 930 eV that the study's wrapper takes by default for these files, so forces and energies are approximate.
This geometry differs little from another in the collection (a relaxation step or a small displacement).

Settings
functional: PBE
potential files: Ansatz PAW
basis: plane waves
wave-function cutoff: 580 eV
density cutoff ratio: 5
exchange-correlation grid ratio: 1
k mesh: 1 x 1 x 1, Gamma-centred
self-consistency stop: 5e-08 eV per atom in the density residual
occupations: fixed
spin: none
net charge: 0

Cell vectors (angstrom)
a, 10.938, 0, 0
b, 0, 10.938, 0
c, 0, 0, 31.4543

Atoms: element, x, y, z (angstrom)
Si, 0.3078, -0.2344, 24.196
Si, 6.0469, -0.6872, 23.9777
As, 2.3225, 3.1428, 23.8578
Si, 8.0534, 2.9511, 24.0432
As, 0.4728, 5.0043, 23.8396
Si, 6.1291, 4.6739, 23.9688
Si, 2.0427, 8.8649, 24.0059
Si, 7.9097, 8.423, 24.0258
Si, 1.4285, 1.4459, 25.3994
Si, 6.8796, 1.2434, 25.2332
Si, 4.1478, 4.047, 25.2555
Si, 9.684, 4.0832, 25.3401
Si, 1.3938, 6.8341, 25.2269
Si, 6.8313, 6.6859, 25.211
Si, 4.0926, 9.513, 25.1965
Si, 9.5575, 9.5235, 25.364
Si, 2.8196, 0.0013, 26.659
Si, 8.2299, -0.0099, 26.6957
Si, 0.0072, 2.7107, 26.7306
Si, 5.4778, 2.641, 26.6341
Si, 2.8063, 5.4949, 26.6169
Si, 8.2587, 5.4628, 26.6597
Si, 0.0081, 8.1356, 26.6739
Si, 5.4432, 8.1114, 26.6071
Si, 4.1018, 1.3673, 28.036
Si, 9.5708, 1.3673, 28.036
Si, 1.3673, 4.1018, 28.036
Si, 6.8362, 4.1018, 28.036
Si, 4.1018, 6.8362, 28.036
Si, 9.5708, 6.8362, 28.036
Si, 1.3673, 9.5708, 28.036
Si, 6.8362, 9.5708, 28.036
Si, 0, 0, 29.4033
Si, 5.469, 0, 29.4033
Si, 2.7345, 2.7345, 29.4033
Si, 8.2035, 2.7345, 29.4033
Si, 0, 5.469, 29.4033
Si, 5.469, 5.469, 29.4033
Si, 2.7345, 8.2035, 29.4033
Si, 8.2035, 8.2035, 29.4033
Si, 1.3673, 1.3673, 30.7705
Si, 6.8362, 1.3673, 30.7705
Si, 4.1018, 4.1018, 30.7705
Si, 9.5708, 4.1018, 30.7705
Si, 1.3673, 6.8362, 30.7705
Si, 6.8362, 6.8362, 30.7705
Si, 4.1018, 9.5708, 30.7705
Si, 9.5708, 9.5708, 30.7705
Si, 2.7345, 0, 0.6835
Si, 8.2035, 0, 0.6835
Si, 0, 2.7345, 0.6835
Si, 5.469, 2.7345, 0.6835
Si, 2.7345, 5.469, 0.6835
Si, 8.2035, 5.469, 0.6835
Si, 0, 8.2035, 0.6835
Si, 5.469, 8.2035, 0.6835
Si, 4.1018, 1.3673, 2.0507
Si, 9.5708, 1.3673, 2.0507
Si, 1.3673, 4.1018, 2.0507
Si, 6.8362, 4.1018, 2.0507
Si, 4.1018, 6.8362, 2.0507
Si, 9.5708, 6.8362, 2.0507
Si, 1.3673, 9.5708, 2.0507
Si, 6.8362, 9.5708, 2.0507
Si, 0, 0, 3.418
Si, 5.469, 0, 3.418
Si, 2.7345, 2.7345, 3.418
Si, 8.2035, 2.7345, 3.418
Si, 0, 5.469, 3.418
Si, 5.469, 5.469, 3.418
Si, 2.7345, 8.2035, 3.418
Si, 8.2035, 8.2035, 3.418
Si, 1.3504, 1.4272, 4.7708
Si, 6.8171, 1.4537, 4.7834
Si, 4.034, 4.1158, 4.7706
Si, 9.5155, 4.0834, 4.824
Si, 1.3736, 6.916, 4.7898
Si, 6.8483, 6.9036, 4.8294
Si, 4.053, 9.5524, 4.8082
Si, 9.4915, 9.5863, 4.7779
Si, 2.602, -0.0076, 6.1204
Si, 8.18, 0.0778, 6.1384
Si, -0.0277, 2.7066, 6.1983
Si, 5.3575, 2.758, 6.1705
Si, 2.7297, 5.5273, 6.1606
Si, 8.1569, 5.4779, 6.2338
Si, -0.0439, 8.2911, 6.1437
Si, 5.4835, 8.2906, 6.2521
Si, 4.3031, 0.9836, 7.4222
As, 9.9491, 0.9515, 7.6316
Si, 0.8494, 4.6448, 7.3301
Si, 6.2634, 4.5668, 7.4167
Si, 4.5898, 6.3985, 7.4073
Si, 10.08, 6.3947, 7.3425
As, 0.8663, 10.032, 7.6179
Si, 6.2384, 10.3397, 7.393
O, 4.2548, 6.7599, 9
O, 6.4696, 4.0486, 8.9901
O, 10.1313, 6.5941, 9.0215
O, 1.0397, 4.6814, 9.0076
O, 3.6891, 1.3168, 8.9573
O, 6.6943, 10.5444, 8.9812
O, 5.7486, 4.7378, 22.3349
O, 8.8155, 2.4049, 22.6349
O, -0.2565, 11.429, 22.7968
O, 2.1352, 8.7175, 22.3424
O, 8.6435, 7.6732, 22.6948
O, 5.5654, 10.5148, 22.4105
Si, 4.7974, 5.3733, 14.4585
Si, 8.539, -1.4486, 12.5254
Si, 14.7522, 15.5535, 19.112
Si, 9.0219, 3.5149, 14.6457
Si, 5.43, 22.4947, 21.1763
Si, 2.0014, 6.8214, 18.9877
Si, 9.9668, 6.1262, 18.7859
Si, 5.8328, 3.6063, 21.1625
Si, -8.9876, -8.3876, 17.6462
Si, 5.3573, -1.028, 15.1703
Si, 7.9957, 3.6318, 18.9187
Si, -1.7542, 8.0885, 21.2048
Si, 11.3064, 5.8744, 9.9345
Si, 3.1432, 1.6396, 10.4557
Si, 4.8763, 14.0854, 12.3116
Si, 0.5467, 9.7973, 12.8273
Si, 1.9064, 6.2792, 14.5607
Si, 15.6134, 0.2527, 12.5335
Si, 12.0384, 3.1667, 14.7619
Si, 2.2182, 7.5097, 11.7115
Si, -0.5814, 12.8242, 18.9761
Si, 9.7029, 12.2495, 21.7863
Si, 5.0115, 7.1212, 10.3986
Si, 11.6082, 1.9171, 11.9683
Si, -3.1026, -0.5859, 19.9147
Si, -1.4192, 10.5113, 17.3182
Si, 5.9975, 4.9246, 17.1443
Si, 12.1319, -1.838, 21.0611
Si, -2.4867, 6.1532, 16.2539
Si, 6.673, 9.8623, 10.4452
Si, 7.0707, 7.5104, 14.1549
Si, -4.1484, 4.5115, 10.5175
Si, 13.7994, 11.0785, 19.5738
Si, 3.2408, -1.8838, 17.4466
Si, 7.8343, 0.6902, 14.8953
Si, -1.3554, 15.1304, 11.7265
Si, 11.6872, -1.9626, 15.7941
O, 8.886, 0.4373, 16.1033
O, -7.99, 7.4635, 17.7938
O, 6.8931, 3.6852, 17.7167
O, 1.5096, 8.0175, 19.923
O, 6.045, 6.2711, 13.9017
O, -3.0382, 8.8584, 20.5572
O, 7.204, 3.8416, 20.3198
O, 5.8804, 2.0841, 21.7586
O, 10.7487, -5.6797, 11.3368
O, 4.4256, 9.4782, 16.4222
O, -1.3424, 6.8871, 20.1821
O, 8.2224, 9.8602, 10.9659
O, 10.4595, -8.1168, 14.9579
O, 1.5428, 12.8765, 10.5766
O, 4.9616, 5.4061, 18.2834
O, 0.4588, 2.8964, 18.2272
O, 11.7814, -1.0933, 14.4245
O, 6.3364, 3.4544, 11.6695
O, 4.3505, 4.3388, 13.2845
O, 6.3421, 11.0096, 19.925
O, 6.318, 0.2861, 15.3953
O, 4.4614, -0.7572, 13.8049
O, 13.4196, 1.2082, 18.4046
O, 1.4901, 6.9775, 10.3569
O, 10.2013, 13.6174, 11.6398
O, 1.7443, 9.044, 12.0161
O, 13.905, 3.7526, 18.032
O, 9.0409, 4.3795, 13.254
O, 15.4317, 3.6831, 20.2433
O, 1.3177, 4.7868, 14.8547
O, 8.7647, -6.3346, 15.8344
O, 6.3323, 8.633, 15.0364
O, -2.4887, 7.0714, 14.9169
O, 8.408, 4.5237, 10.6545
O, -2.1743, 2.2111, 18.738
O, 9.4234, 6.775, 17.389
O, 16.213, 4.4902, 15.7514
O, -1.722, 15.6345, 18.8961
O, 4.9741, 12.6833, 13.1393
O, 5.9544, 8.4255, 10.2302
O, 8.7099, 11.2586, 20.9551
O, 1.8669, 9.6031, 16.7867
O, -5.0288, 10.7151, 11.5983
O, 12.5026, -0.3688, 20.4422
O, 11.5773, 16.9755, 18.5339
O, 3.4107, 11.3265, 11.5032
O, 10.2816, -1.6935, 16.6023
O, 21.0198, -1.9437, 12.6089
O, 10.5354, 9.0035, 21.405
O, 2.8843, 16.6766, 19.8249
O, -0.3158, 1.9936, 20.5973
O, 14.4563, 6.301, 14.8951
O, 10.5744, -10.5033, 18.2346
O, 12.0068, 7.3915, 15.4414
O, -3.0179, 13.2393, 14.5676
O, 8.3301, -0.8141, 18.3721
O, 1.4799, 2.5976, 13.2559
O, 1.7615, 6.5976, 12.9768
O, 6.021, 5.9161, 10.8316
O, 3.5714, 9.8048, 18.8501
O, -3.9945, 6.2178, 16.8822
O, 3.8726, 13.9252, 11.0333
O, 1.9123, 2.4426, 15.9999
O, 11.2674, 11.3124, 12.3144
O, 7.5598, -2.7428, 12.7712
O, 3.8441, 7.4246, 11.5084
O, 3.9048, 0.7647, 20.6484
O, -2.6961, 10.7153, 13.5838

Results
free energy: -146929.708 eV
free energy less fixed offsets of As -4856.12, O -568.88, Si -635.61 eV per atom: -1.138 eV

Forces (eV/angstrom), in the order of the atoms: element, x, y, z
Si, -0.0068, -0.0053, -0.0008
Si, -0.0026, 0.0038, 0.0032
As, 0.0022, -0.002, -0.0025
Si, 0.0042, 0.0037, 0.0001
As, -0.0026, 0.004, -0.0065
Si, -0.004, 0.0109, 0.0042
Si, 0.0081, -0.0074, 0.0053
Si, -0.0025, 0.0005, -0.0037
Si, 0.01, 0.0041, 0.0093
Si, -0.0044, -0.0104, -0.0026
Si, 0.0022, -0.009, -0.0003
Si, 0.003, 0.0058, 0.0081
Si, -0.0073, 0.0013, 0.0022
Si, 0.0002, -0.0044, 0.0003
Si, 0.001, 0.0014, -0.003
Si, 0.0005, 0.0044, -0.0036
Si, -0.0019, 0.0066, 0.0044
Si, 0.0041, 0.0039, 0.0004
Si, -0.0122, -0.0104, 0.0001
Si, -0.0064, 0.0031, 0.0101
Si, 0.0053, 0.008, 0.0027
Si, 0.006, -0.0019, 0.004
Si, 0.0049, -0.0071, 0.0139
Si, -0.0029, -0.0019, 0.0012
Si, 0.2495, -0.1315, 0.4356
Si, -0.0939, -0.1308, 0.4581
Si, 0.3348, 0.3294, -0.2362
Si, 0.0726, -0.2585, -0.4536
Si, 0.0736, -0.0539, 0.2326
Si, -0.0334, -0.0647, 0.3872
Si, 0.1654, -0.0486, -0.382
Si, -0.2362, -0.3219, -0.3664
Si, -0.042, 0.0594, -0.0085
Si, -0.1258, 0.0072, 0.0284
Si, 0.0612, 0.0597, -0.0317
Si, -0.0122, -0.0149, 0.0157
Si, -0.0067, 0.0699, 0.0179
Si, -0.0844, 0.0264, -0.0215
Si, 0.0187, 0.0258, 0
Si, -0.0369, -0.0541, -0.0222
Si, 0.0468, -0.008, -0.0151
Si, 0.0556, -0.0306, -0.0112
Si, 0.0091, -0.0696, -0.0088
Si, 0.0059, -0.0332, -0.0114
Si, -0.0025, 0.0164, -0.014
Si, 0.0785, 0.006, -0.0117
Si, 0.0133, -0.0228, -0.002
Si, -0.0107, -0.0364, -0.0116
Si, -0.0047, 0.0183, 0.0129
Si, -0.0073, 0.0791, 0.0191
Si, -0.0784, 0.0365, 0.017
Si, -0.04, 0.007, 0.0205
Si, 0.0022, 0.0481, 0.0126
Si, -0.0252, 0.028, 0.0048
Si, 0.0082, -0.0257, 0.0228
Si, -0.0685, -0.0033, 0.0108
Si, -0.0175, -0.0059, 0.0174
Si, -0.0128, -0.054, 0.0047
Si, 0.0451, -0.0713, -0.0072
Si, 0.1344, 0.0023, -0.0047
Si, 0.008, 0.0186, -0.0007
Si, -0.0207, 0.0008, 0.023
Si, 0.0652, -0.0053, 0.0092
Si, 0.0295, -0.0819, 0.0004
Si, -0.1936, 0.0985, 0.227
Si, -0.1116, 0.046, 0.3996
Si, -0.0907, 0.0975, -0.429
Si, -0.0869, 0.2441, -0.3856
Si, -0.0836, 0.0366, 0.5225
Si, 0.0312, 0.2194, 0.3795
Si, 0.1018, 0.0699, -0.4605
Si, -0.1348, -0.0713, -0.3187
Si, 0.009, 0.0069, 0.0004
Si, -0.0043, -0.0032, -0.0088
Si, 0.0008, -0.004, 0.0021
Si, 0.0035, -0.0041, -0.0039
Si, -0.0026, 0.0025, -0.0101
Si, 0.0002, -0.0022, 0.0012
Si, -0.0028, 0.0089, -0.001
Si, -0.004, -0.0067, -0.0039
Si, -0.0004, -0.0078, -0.0091
Si, 0.0047, 0.0046, -0.0042
Si, -0.0043, 0.0007, -0.0085
Si, 0.0014, 0.0057, -0.0072
Si, 0.0042, 0.0046, -0.004
Si, 0.0054, -0.0003, -0.0042
Si, 0.0045, 0.0002, -0.0054
Si, -0.0004, -0.0004, -0.0026
Si, -0.002, -0.0004, 0.0159
As, -0.0022, 0.0052, 0.0057
Si, 0.0017, -0.013, 0.0091
Si, 0.0004, -0.0018, 0.0013
Si, -0.0065, -0.0001, 0.0036
Si, -0.0092, 0.0073, 0.0054
As, 0.0008, -0.001, 0.0041
Si, 0.0082, 0, 0.0385
O, 0.011, 0.0005, 0.0096
O, -0.0004, 0.0034, 0.0033
O, 0.0031, -0.0045, -0.0075
O, -0.0014, 0.002, -0.0059
O, 0.0024, -0.0013, -0.0089
O, -0.0134, -0.0282, 0.0096
O, 0.0016, -0.0038, -0.0068
O, -0.0016, 0, -0.0003
O, -0.0007, -0.0001, -0.0018
O, -0.0051, 0.0051, -0.0073
O, -0.0019, 0.002, 0.0023
O, 0.0047, 0.0037, -0.0124
Si, 0.0022, 0.0004, -0.0006
Si, -0.0016, -0.0012, -0.0001
Si, -0.0013, 0.0012, -0.0002
Si, 0.0011, -0.0008, 0.0014
Si, -0.0027, -0.0062, 0.0043
Si, 0.0002, -0.002, 0.0001
Si, 0.0012, -0.0004, -0.0006
Si, -0.0026, 0.0005, -0.0058
Si, 0.0009, 0.0001, -0.0002
Si, -0.0063, -0.0054, 0.0008
Si, 0.0002, 0.0004, -0.0003
Si, -0.0005, -0.0047, -0.0019
Si, 0.0004, 0.0008, 0.0101
Si, -0.0001, -0.0018, -0.0032
Si, 0.0009, -0.0003, -0.0019
Si, 0.0005, -0.0018, -0.0014
Si, 0.0009, -0.0012, -0.0002
Si, 0.004, -0.0037, -0.0033
Si, 0, 0.0002, -0.0012
Si, -0.0006, 0.0008, 0.0003
Si, 0.0007, 0.0006, 0.0001
Si, 0.0041, -0.0011, -0.0072
Si, 0.0007, 0.0076, -0.005
Si, 0.0005, 0.0003, -0.0035
Si, 0.0016, -0.0013, -0.0008
Si, 0.002, -0.0003, -0.0051
Si, 0.0011, -0.0004, -0.0014
Si, 0.002, -0.0042, -0.0066
Si, -0.0015, -0.0008, -0.0021
Si, -0.0158, 0.0206, -0.0207
Si, 0.0029, -0.0028, -0.0046
Si, 0.0022, -0.0034, 0.0008
Si, -0.0008, 0.0028, 0.0003
Si, -0.0026, 0.0057, -0.0123
Si, 0.0016, -0.0015, -0.0034
Si, 0.0027, -0.0013, -0.0008
Si, 0.0009, 0.007, 0.001
O, 0.003, -0.0042, 0.0044
O, -0.0002, 0.0027, -0.0021
O, 0.0009, -0.0008, 0.0013
O, -0.001, 0.0061, 0.0067
O, 0, -0.0021, -0.0001
O, 0, 0.0022, -0.0024
O, -0.0022, -0.0016, 0.0016
O, 0, -0.0012, -0.0015
O, -0.0006, -0.0008, -0.0022
O, -0.0016, -0.0018, 0.0013
O, -0.0012, 0.0004, -0.0023
O, -0.0087, 0.0019, -0.0042
O, -0.0014, 0.0017, 0.0002
O, 0.0004, -0.0008, 0.0013
O, 0.0003, -0.0008, -0.0007
O, -0.0009, -0.0008, -0.0005
O, -0.0025, -0.0058, 0.0073
O, 0.0013, 0.0015, -0.0015
O, 0.0005, -0.0017, 0
O, -0.0042, 0.0023, 0.0036
O, -0.0007, -0.0038, -0.0012
O, 0.0075, 0.0014, 0.0063
O, 0.0021, -0.0025, 0.0034
O, 0.0002, -0.0011, -0.0018
O, 0.0014, 0.001, 0.0012
O, -0.0008, -0.0004, 0.002
O, 0.0003, -0.0005, -0.0005
O, 0.0006, -0.0003, -0.0009
O, 0.0041, -0.0002, 0.0009
O, 0.001, -0.0007, 0.0001
O, 0.0005, -0.0023, -0.0023
O, -0.008, 0.0083, 0.0006
O, 0.0014, -0.0013, 0.0003
O, -0.0036, 0.0006, -0.0015
O, 0.0009, -0.0001, -0.0005
O, 0.0012, -0.0006, 0.0012
O, -0.0001, -0.0003, -0.0004
O, 0, -0.0006, -0.0002
O, 0.0012, -0.0029, 0
O, 0.0009, 0.0078, 0.003
O, 0.001, 0.0008, 0.0007
O, 0.0096, -0.0082, -0.0021
O, 0.0117, -0.0212, -0.0219
O, 0.0014, -0.0013, -0.0015
O, -0.0018, -0.0001, -0.0008
O, 0.0018, -0.0005, 0.0016
O, 0.0072, 0.0025, -0.0022
O, 0.0034, 0.0016, -0.0018
O, 0.003, 0.0015, -0.0025
O, 0.0009, 0.0002, -0.0008
O, -0.0027, -0.0017, 0.0022
O, 0.0009, -0.0011, -0.0008
O, -0.0004, -0.0008, -0.0016
O, 0.0009, -0.0003, -0.0003
O, 0.0023, -0.0004, -0.0005
O, 0.0003, 0.0002, 0
O, 0.0005, -0.0003, 0.0004
O, 0.0013, 0.0005, -0.0016
O, -0.0037, 0.0043, -0.0044
O, -0.0001, -0.0002, -0.0032
O, 0.0019, -0.0011, -0.0001
O, 0.0009, -0.0008, 0.0002
O, 0.0003, -0.0006, 0.0001
O, 0.0006, -0.0009, 0.0004
O, 0.0022, -0.0015, 0.0007
O, 0.0054, -0.003, -0.0043
O, 0.0033, -0.0029, -0.002
O, 0.0015, -0.0007, 0.0009

The program warned: the cutoff lies below the one the program advises for these potential files; the exchange-correlation potential is rough where the density is thin.
